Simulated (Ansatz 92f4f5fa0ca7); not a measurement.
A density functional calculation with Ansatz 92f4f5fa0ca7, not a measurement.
Periodic cell of 246 atoms, Si128O86H32, with a vacuum gap, from a study of silicon, its oxide and their interface. The atomic structure is a simulated model.

Settings: functional r2SCAN; potential files Ansatz PAW; basis plane waves; wave-function cutoff 800 eV; density cutoff ratio 5; exchange-correlation grid ratio 1; k mesh 1 x 1 x 1, shifted by 0.5 0.5 0 of a step; self-consistency stop 1e-11 eV per atom in the density residual; occupations fixed; spin none; net charge 0; applied field sawtooth along c, amplitude -0.015 V/angstrom in the program's sign convention, ramp centred at 0.9886 of c and 0.0228 of c wide, no dipole correction.

Cell vectors (angstrom)
a	10.88	0	0
b	0	10.88	0
c	0	0	43.8806

Atoms and the computed forces on them: element, x, y, z (angstrom), force x, y, z (eV/angstrom)
Si	5.2233	10.1865	28.0999	-0.0077	0.0028	-0.0362
Si	9.9089	12.6147	27.2787	-0.0002	0.0006	-0.0351
Si	5.5558	7.9917	31.5976	-0.0036	-0.0232	-0.014
Si	4.2157	17.3104	30.5163	-0.0095	-0.0002	-0.0148
Si	-0.7256	11.4583	30.2157	-0.007	0.0125	-0.0192
Si	1.8069	14.4627	30.2189	-0.0054	0.0104	-0.0076
Si	9.0679	18.1068	30.2929	0.0227	-0.0144	-0.0029
Si	2.7291	8.2362	28.417	-0.0002	-0.0123	-0.0299
Si	5.4547	13.448	31.5143	0.0067	0.0195	-0.0125
Si	6.8648	17.4643	32.9363	0.0093	0.0185	0.0052
Si	5.938	14.0134	21.9269	-0.0048	0.0108	-0.0331
Si	8.2878	10.64	31.4578	0.0219	0.0039	-0.0098
Si	0.1134	13.3344	31.4201	0.0035	-0.0176	-0.0115
Si	2.7596	16.0068	31.725	0.016	0.0048	-0.0131
Si	10.817	18.921	31.6368	0.0008	0.0216	-0.0162
Si	2.7422	10.7177	31.5697	-0.0176	-0.0005	-0.0098
Si	4.1459	14.696	33.0377	-0.0233	-0.0071	0.0026
Si	8.1178	16.2036	31.3534	-0.0221	-0.0052	-0.0105
Si	4.1377	9.3539	32.8733	0.012	0.0119	0.0113
Si	6.8833	12.0598	32.7659	-0.0213	-0.0142	0.0128
Si	9.5537	14.7833	32.6785	0.0139	0.0216	0.01
Si	12.2215	17.4691	32.8822	-0.0063	-0.0151	0.0065
Si	9.5231	20.2519	33.0282	-0.0111	-0.0219	0.0032
Si	1.4244	12.0874	32.953	0.021	0.0148	0.0032
Si	2.762	13.3852	34.3649	0.0061	-0.0013	0.0027
Si	5.5041	16.1222	34.2878	-0.0142	-0.0088	0.0122
Si	2.7525	18.8494	34.1906	-0.0026	-0.0118	0.0213
Si	5.5106	10.723	34.202	-0.0193	0.0001	0.032
Si	8.2299	13.4327	34.1187	0.0066	0.0099	0.0405
Si	10.8614	16.0995	34.1966	0.005	0.0045	0.0287
Si	8.1876	18.8326	34.3231	0.0056	-0.0046	0.01
Si	10.9295	10.7316	34.2873	0.0058	0.0078	0.0171
Si	4.1544	12.0159	35.6467	-0.0204	0.0217	0.1498
Si	6.8942	14.749	35.5617	-0.0272	0.02	0.2159
Si	4.1111	17.5068	35.5681	0.0124	-0.005	0.1966
Si	6.8142	20.2262	35.6173	0.0293	-0.0135	0.1521
Si	9.5448	12.099	35.5641	0.0114	-0.0187	0.2107
Si	12.2424	14.7902	35.6172	0.0252	-0.0081	0.148
Si	9.5669	17.46	35.6305	-0.0205	0.0101	0.1532
Si	12.2901	20.2052	35.5753	0.0043	-0.0116	0.2069
Si	5.5347	13.418	36.9423	-0.1017	-0.1672	0.3185
Si	8.1975	16.0953	36.9712	0.1308	0.1166	0.3218
Si	5.4411	18.8511	36.9572	0.0776	0.1362	0.2884
Si	8.2183	10.714	36.9306	-0.1667	-0.0408	0.26
Si	10.8831	13.4155	36.9593	0.1029	0.1604	0.3687
Si	2.7607	16.1707	36.936	-0.1515	-0.1228	0.2972
Si	10.9534	18.8471	36.9453	-0.1151	-0.1006	0.2982
Si	2.7529	10.6543	36.9633	0.2106	0.0376	0.3651
Si	6.8284	10.9196	6.8824	-0.1038	-0.0593	-0.3518
Si	9.4825	13.5763	6.9159	0.1091	0.0518	-0.32
Si	6.7385	16.2783	6.9612	0.0814	0.1662	-0.3916
Si	9.5516	8.1719	6.9373	-0.0727	-0.0733	-0.3632
Si	12.219	10.8613	6.9741	0.0855	0.0251	-0.3218
Si	4.1125	13.638	6.9558	-0.0972	-0.1064	-0.2695
Si	12.2551	5.4478	6.9031	-0.0184	-0.1127	-0.2856
Si	14.9238	8.1493	6.9101	0.0325	0.1177	-0.3347
Si	5.4374	9.5567	8.1642	-0.0201	0.0148	-0.1652
Si	8.1335	12.2542	8.3396	0.021	-0.0168	-0.1997
Si	5.422	14.9589	8.4224	-0.0097	0.0017	-0.1747
Si	8.1351	6.7945	8.1869	-0.0089	-0.0062	-0.1501
Si	10.8808	9.5059	8.3732	-0.0096	0.0114	-0.1821
Si	13.6227	12.2493	8.2309	0.0016	0.0081	-0.1463
Si	10.8802	14.9384	8.2048	0.0273	-0.0186	-0.1656
Si	13.599	6.7827	8.3176	-0.0109	0.0041	-0.208
Si	6.7695	8.1783	9.4725	0.0135	0.0089	-0.0006
Si	9.4846	10.8806	9.7043	-0.0013	0.0031	-0.0286
Si	6.7955	13.5836	9.7909	-0.0017	0.002	-0.0472
Si	9.4649	5.4003	9.492	0.0074	0.0106	-0.0006
Si	12.2517	8.1116	9.7158	0.0062	-0.0028	-0.0228
Si	4.1299	10.9143	9.5506	0.0061	-0.0156	-0.0064
Si	12.2596	13.5919	9.5542	-0.0211	-0.0013	-0.0006
Si	4.0538	16.3592	9.7732	-0.008	0.0029	-0.0399
Si	8.0385	9.4757	10.9468	-0.0376	-0.0302	-0.0077
Si	10.9199	12.2601	10.9594	0.0273	0.0255	-0.0078
Si	8.2162	15.0075	11.0445	0.0326	0.0336	-0.0123
Si	10.7577	6.7013	10.9161	-0.0313	-0.0323	-0.009
Si	2.8737	9.5011	10.9169	0.0122	0.0129	-0.0068
Si	5.3986	12.198	11.1101	-0.0297	-0.0287	-0.0044
Si	13.4951	14.9589	11.0358	-0.0304	-0.0276	-0.0095
Si	5.5188	6.9142	10.9899	0.0206	0.0346	-0.0059
Si	6.3468	10.3826	12.3287	0.0054	0.0032	-0.0105
Si	9.9945	14.0117	12.2466	0.0064	-0.0109	0.0089
Si	3.9575	12.208	30.2096	-0.0026	-0.0051	-0.0035
Si	8.9784	7.6839	12.1129	0.005	0.0002	-0.0043
Si	1.6837	11.0483	12.1486	-0.0166	-0.0067	-0.0075
Si	3.7409	13.3739	12.3498	0.0013	0.005	-0.0047
Si	9.5777	5.4177	18.5296	-0.0059	-0.0005	-0.0394
Si	4.6189	8.6838	12.299	-0.0153	-0.0074	0.0032
Si	3.8803	7.5064	14.2065	-0.0032	0.0053	-0.0216
Si	10.0736	7.9116	20.2408	-0.0027	0.0051	-0.0295
Si	7.2819	5.9473	12.2323	-0.0046	-0.0067	0.0024
Si	8.5781	14.9048	21.0373	-0.0064	0.004	-0.0277
Si	2.5229	10.2032	24.4296	-0.0037	-0.0019	-0.03
Si	1.4681	14.9413	22.5121	-0.0009	-0.0047	-0.0292
Si	10.4133	12.5834	22.0418	0.0007	-0.0011	-0.0304
Si	5.0715	13.9786	15.1236	-0.0019	0.0073	-0.0218
Si	10.4138	7.7911	14.8027	0.0066	-0.0015	-0.0271
Si	11.5708	10.6689	19.8723	-0.0044	0.0007	-0.0303
Si	10.0161	17.0486	22.6148	0.0019	-0.0016	-0.0307
Si	8.1284	6.9747	16.6076	-0.0036	-0.0034	-0.0291
Si	5.8217	14.3841	24.9556	0.0026	0.0046	-0.0334
Si	7.1294	9.0793	20.2662	0.0014	0.0063	-0.0327
Si	3.1457	9.7718	21.4384	-0.0037	-0.0034	-0.0371
Si	11.9839	6.1709	14.1334	-0.0022	-0.0056	-0.0166
Si	5.2063	11.2945	25.1521	0.0033	0.0014	-0.0372
Si	4.4379	7.4347	19.9034	0.0016	0.0059	-0.0336
Si	13.0528	11.1112	17.416	0	-0.0002	-0.0344
Si	4.0253	8.6952	17.1616	0.0026	-0.0017	-0.0389
Si	0.9764	9.7289	30.3881	0.0071	-0.0135	-0.0112
Si	2.9981	15.583	25.0747	0.0074	-0.0189	-0.0243
Si	5.9472	10.8778	22.3152	0.007	-0.0038	-0.026
Si	9.9943	18.7689	25.0074	0.0034	-0.0091	-0.0382
Si	3.1658	13.8562	17.5498	-0.0015	0.0082	-0.0347
Si	9.556	17.1517	27.4726	-0.0014	0.0065	-0.04
Si	7.0625	11.7317	15.0958	-0.0049	0.0019	-0.0244
Si	3.5985	4.4213	20.3885	-0.0015	-0.0049	-0.037
Si	2.2012	18.4236	25.5696	0.0014	0.005	-0.048
Si	6.3616	15.1272	30.1075	0.0076	-0.0069	-0.009
Si	11.4458	4.1265	16.337	0.0084	-0.0005	-0.0393
Si	9.7073	13.1267	14.4166	0.0044	-0.0025	-0.0276
Si	11.4967	10.5594	14.885	-0.0075	-0.0078	-0.0302
Si	6.9343	9.7661	17.4038	0.0011	-0.0027	-0.0294
Si	11.6067	4.9181	12.1989	0.0144	0.0087	0.0137
Si	10.3645	10.891	24.7001	0.0108	0.0018	-0.0303
Si	0.9049	15.0111	27.3562	0.009	-0.0009	-0.0341
Si	7.2137	8.9499	30.208	-0.0214	0.0109	-0.0033
Si	7.6184	14.8349	27.3759	0.0052	-0.0073	-0.0331
Si	6.3391	5.6712	14.3876	-0.0011	-0.0078	-0.0189
O	6.9018	10.6987	13.8551	0.0072	0.0052	0.0184
O	3.1571	18.0377	29.5204	0.0031	-0.0035	0.0092
O	1.5256	9.1957	28.919	-0.0023	0.0047	0.0185
O	12.1149	10.1624	13.4471	-0.0029	-0.0033	0.0195
O	8.7087	13.6692	27.3178	0.0005	-0.0017	0.0138
O	4.7143	11.4842	28.9431	-0.0056	0.0131	0.0271
O	9.8967	17.8046	28.8997	-0.0024	0.0053	0.0278
O	7.0735	9.9687	21.6127	0.0029	0.0034	0.0178
O	7.8032	8.4314	17.1846	-0.0003	0.0059	0.0159
O	9.5892	6.9848	15.935	-0.0132	-0.009	0.0164
O	0.7109	18.5654	25.0001	0.0033	0.0045	0.016
O	11.7398	11.2354	18.3656	-0.0001	0.0006	0.0236
O	10.6869	16.1265	26.9414	0.0029	0.0033	0.0171
O	5.2475	16.2839	29.7518	0.0048	-0.0014	0.0065
O	4.2143	14.3592	16.4324	-0.0068	-0.0006	0.016
O	12.2269	5.2264	15.4465	0.0016	-0.0128	0.0255
O	4.5463	10.5353	21.5956	-0.0003	-0.0036	0.0127
O	4.2936	5.8787	20.2967	-0.0027	0.0012	0.0105
O	4.1915	14.0397	13.7675	0.0073	0.0084	0.0156
O	2.1885	18.2525	27.1683	-0.0006	0.0024	0.0124
O	5.7105	12.8095	25.2341	-0.0018	0.0027	0.01
O	9.8638	11.7032	28.6099	0.0043	-0.0069	0.0298
O	5.3951	9.5266	17.0076	-0.0005	0.0006	0.0112
O	7.0234	6.6094	15.5106	0.0076	0.0049	0.018
O	9.2342	4.2543	19.5892	-0.0002	-0.0084	0.0238
O	10.6272	11.6317	20.7555	-0.0079	0.0082	0.0204
O	1.0838	10.7486	24.8925	-0.0003	0.0018	0.0071
O	2.9993	8.9031	25.2566	0	-0.0084	0.0077
O	8.5116	8.276	20.2904	0.0059	-0.0047	0.0126
O	12.5958	11.2101	15.8684	0.0066	0.0063	0.0207
O	4.1603	7.5571	18.3054	0.0062	-0.0087	0.0232
O	10.3996	14.1552	15.4534	0.0101	0.0043	0.0169
O	9.7764	11.6872	25.9712	-0.0032	0.0105	0.0264
O	13.5339	12.2207	12.7624	0.0072	0.0064	-0.0049
O	13.3159	6.9975	13.7018	0.0033	-0.0031	-0.0051
O	3.6229	11.3333	24.7743	0.0057	0.0053	0.0147
O	5.6535	12.4867	15.318	-0.0024	0.0032	0.0055
O	2.4369	9.7328	22.8868	-0.0055	0.0028	0.0271
O	12.5455	14.0578	17.0073	0.0052	-0.0047	0.0149
O	4.4832	14.3055	21.3053	0.0069	-0.0005	0.0137
O	8.8167	16.2428	21.9061	0.0031	0.0053	0.0157
O	4.8017	6.175	14.3022	-0.0066	-0.0079	0.0102
O	4.0315	9.1063	28.0596	0.0032	0.0063	0.0123
O	0.8678	13.4531	22.3169	0.0016	0.0021	0.0131
O	2.5284	14.8489	23.7203	0.0126	0.0019	0.0234
O	9.2042	13.6049	21.7537	0.0086	-0.0082	0.0103
O	8.2032	5.8739	17.7896	0.0042	-0.0092	0.0209
O	2.8818	13.3359	29.6661	0.0025	-0.0062	0.0113
O	10.9422	9.1708	15.5032	0.0048	0.0047	0.0061
O	13.0415	4.547	21.1321	-0.0069	-0.0041	0.016
O	13.0628	10.6336	20.4862	0.0048	-0.0032	0.0137
O	9.3686	18.3722	26.4376	-0.0019	-0.0092	0.0215
O	6.2184	12.4382	22.0648	0.0001	0.0042	0.0101
O	6.548	9.5328	28.7925	0.0145	-0.0077	0.0254
O	10.0442	11.6887	23.3343	-0.0003	-0.0052	0.0223
O	2.1327	15.153	26.3499	-0.0111	-0.0053	0.0205
O	8.2039	16.3058	27.6851	0.0008	0.0039	0.0117
O	6.6692	14.4701	28.6361	-0.0023	0.0032	0.0206
O	5.9283	7.9917	20.2063	0.0002	-0.0027	0.0111
O	9.3945	8.2304	13.6128	0.005	0.0061	0.0232
O	1.3032	15.2783	28.8971	0.0002	-0.0086	0.0281
O	3.4164	14.6721	18.9149	0.0038	0.0136	0.0262
O	6.9738	14.9508	25.9124	0.0141	-0.0017	0.0268
O	10.5713	18.2496	21.6813	-0.0043	-0.0115	0.0188
O	10.2791	6.7131	19.1872	0.0026	0.0076	0.0185
O	0.3235	16.0009	22.9378	0.003	0.0029	0.0142
O	10.6404	4.8176	17.5166	-0.0129	0.0039	0.0228
O	0.3862	13.4863	27.2156	-0.0068	0.0006	0.0143
O	8.1477	12.8819	14.7708	-0.0075	-0.0026	0.0086
O	6.1218	14.6726	23.3957	-0.0007	0.0005	0.0277
O	2.9249	17.181	24.8604	-0.0025	-0.0054	0.0102
O	9.3965	17.7252	23.9359	-0.0004	0.0109	0.0246
O	9.6717	9.4273	24.6433	0.0043	-0.005	0.0137
O	6.9961	14.6702	20.9052	-0.0082	0.0031	0.0145
O	3.2716	12.2518	17.7672	-0.0005	0.0072	0.0034
O	3.6825	8.1032	15.7037	0.0026	0.004	0.0275
O	4.497	15.1579	25.3967	-0.0003	0.0008	0.0096
O	10.3529	11.6507	14.5964	0.0039	-0.0077	0.0071
O	7.4836	10.9475	16.4506	-0.0047	-0.0068	0.0185
O	3.3874	8.3042	20.7933	-0.0003	0.003	0.0124
O	7.0531	10.0899	18.9877	0.0017	0.0012	0.0225
O	6.2881	4.1515	14.9468	-0.0072	-0.0048	0.0051
O	5.5447	10.5908	26.5648	0.003	-0.0095	0.0354
O	10.9464	9.1872	19.8212	0.0027	-0.0018	0.0085
O	5.944	10.552	23.9068	-0.0033	0.006	0.0307
O	2.8476	9.6694	17.6568	-0.0001	0.0024	0.0085
H	6.3539	12.5935	37.8747	-0.3284	0.3808	-0.2168
H	4.7176	14.2444	37.8747	0.2708	-0.1808	-0.2829
H	7.3716	16.9131	37.9037	0.1911	-0.2743	-0.2893
H	9.0217	15.2759	37.9037	-0.376	0.3662	-0.2292
H	6.259	18.0254	37.8896	-0.2219	0.2396	-0.3001
H	4.6027	19.656	37.8896	0.3538	-0.3711	-0.2438
H	7.4001	11.5394	37.863	0.3464	-0.3531	-0.2291
H	9.0374	9.8895	37.863	-0.2035	0.3007	-0.3002
H	10.062	14.238	37.8917	0.37	-0.3766	-0.2305
H	11.7034	12.5922	37.8917	-0.2628	0.2066	-0.2924
H	1.9511	17.0046	37.8684	0.3931	-0.3584	-0.2315
H	3.5935	15.36	37.8684	-0.2571	0.1862	-0.2879
H	11.7905	18.0408	37.8777	-0.3573	0.3776	-0.2402
H	10.1325	19.6697	37.8777	0.2441	-0.2663	-0.2727
H	1.933	11.4779	37.8957	0.2372	-0.2261	-0.2982
H	3.5593	9.8173	37.8957	-0.4053	0.3366	-0.2129
H	5.9956	11.7303	5.9499	0.401	-0.2139	0.2273
H	7.6455	10.0932	5.9499	-0.1732	0.3729	0.2649
H	10.3083	12.7586	5.9835	-0.4113	0.1777	0.2377
H	8.6646	14.402	5.9835	0.2675	-0.3316	0.2582
H	5.9322	17.1153	6.0287	0.1421	-0.457	0.263
H	7.5769	15.4735	6.0287	-0.4231	0.1748	0.2803
H	8.7325	8.9964	6.0049	0.3543	-0.1987	0.2891
H	10.3699	7.3466	6.0049	-0.2395	0.398	0.2742
H	13.0402	10.0389	6.0417	-0.3888	0.2539	0.27
H	11.3948	11.6807	6.0417	0.2411	-0.3276	0.2954
H	4.9221	12.8042	6.0234	-0.1768	0.4094	0.3003
H	3.2754	14.4443	6.0234	0.4104	-0.1941	0.2922
H	13.0761	4.6251	5.9707	-0.2698	0.3531	0.2431
H	11.4361	6.2723	5.9707	0.3568	-0.2582	0.2706
H	15.7437	7.3256	5.9776	-0.314	0.2688	0.256
H	14.1035	8.9726	5.9776	0.219	-0.4313	0.2255

Results
free energy: -131431.559 eV
free energy less fixed offsets of H -15.71, O -570.45, Si -639.56 eV per atom: -6.459 eV

The program warned: the cutoff lies below the one the program advises for these potential files; the forces do not sum to zero within the program's tolerance; empty levels may hold ghost states of the PAW files; the exchange-correlation potential is rough where the density is thin.
